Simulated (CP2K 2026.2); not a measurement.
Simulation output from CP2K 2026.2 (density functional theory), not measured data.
Periodic cell of 504 atoms, Si360O144, from a study of silicon, its oxide and their interface. The atomic structure is a simulated model.
Doubt: the forces sum to 1.80 eV/angstrom along one axis rather than to zero, so they err by at least 0.0036 eV/angstrom per atom on average; the grid cutoff is modest.

Settings
functional: PBE
method: Gaussian and plane waves
basis set: DZVP-MOLOPT-SR-GTH
pseudopotentials: GTH-PBE
grid cutoff: 300 Ry, relative cutoff 40 Ry
k points: Gamma only
occupations: fixed
spin: none
net charge: 0

Cell vectors (angstrom)
a	16.32	0	0
b	0	16.32	0
c	3.7226	-4.9359	34.5158

Atoms and the computed forces on them: element, x, y, z (angstrom), force x, y, z (eV/angstrom)
Si	1.142	-1.016	0.153	-0.002	-0.251	0.76
Si	3.844	1.401	0.07	0.296	-0.019	0.727
Si	1.598	3.6	-0.042	-0.088	0.338	0.76
Si	3.867	6.964	-0.078	0.216	-0.256	0.696
Si	1.64	-7.092	0.025	-0.176	0.222	0.77
Si	4.369	-4.276	0.165	-0.174	0.06	0.772
Si	7.079	-1.602	0.11	-0.129	0.163	0.782
Si	9.352	1.614	0.197	0.091	-0.166	0.771
Si	7.112	3.793	-0.072	-0.24	0.194	0.716
Si	9.768	6.592	0.086	-0.135	0.118	0.768
Si	6.544	9.853	0.216	0.056	-0.157	0.838
Si	-7.06	-3.827	0.162	0.121	-0.145	0.757
Si	-3.95	-1.6	0.016	-0.113	0.236	0.727
Si	-1.099	1.116	0.148	-0.213	0.016	0.776
Si	-4.413	4.349	0.184	0.138	-0.009	0.774
Si	-1.596	7.114	-0.083	0.168	-0.204	0.719
Si	-3.844	-7.014	0.092	-0.162	0.107	0.765
Si	-1.684	-3.81	-0.146	0.283	-0.188	0.717
Si	2.686	0.025	1.54	-0.015	0.005	-0.044
Si	5.468	2.671	1.232	-0.009	-0.005	-0.04
Si	2.705	5.339	1.189	-0.004	-0.023	-0.048
Si	5.401	8.13	1.315	-0.005	0.028	-0.055
Si	2.722	-5.461	1.334	0.008	-0.002	-0.058
Si	5.501	-2.708	1.461	0.005	-0.006	-0.044
Si	8.194	-0.01	1.42	0.005	0.007	-0.04
Si	-5.493	2.797	1.544	0.003	0.022	-0.038
Si	8.151	5.414	1.319	0.015	-0.012	-0.053
Si	-5.41	8.154	1.405	0.019	-0.009	-0.039
Si	8.127	10.953	1.516	-0.02	0.007	-0.053
Si	-5.453	-2.708	1.429	0.009	-0.008	-0.048
Si	-2.759	-0.034	1.334	0.013	-0.015	-0.03
Si	0.045	2.668	1.443	0.005	-0.012	-0.074
Si	-2.697	5.499	1.285	-0.02	0.018	-0.059
Si	0.001	8.152	1.313	-0.009	0.003	-0.051
Si	-2.677	-5.408	1.309	-0.017	0.007	-0.032
Si	-0.062	-2.719	1.237	-0.012	-0.018	-0.06
Si	1.363	1.382	2.881	-0.011	-0.01	0.052
Si	4.111	4.062	2.614	-0.001	-0.002	-0.002
Si	1.348	6.71	2.618	0.025	0.009	0.007
Si	4.053	9.484	2.722	0.027	0.006	0.042
Si	1.323	-4.07	2.624	0.005	0.012	0.017
Si	4.084	-1.375	2.77	0.012	-0.011	0.021
Si	6.767	1.342	2.708	-0.007	0.009	0.013
Si	9.443	4.13	2.835	-0.008	0.022	0.048
Si	6.791	6.792	2.66	0.008	0.005	0.006
Si	9.524	9.517	2.734	0.007	0.002	0.009
Si	6.806	12.29	2.89	-0.005	-0.011	0.05
Si	-6.758	-1.323	2.798	-0.005	0.004	0.019
Si	-4.065	1.365	2.725	-0.005	-0.015	0.005
Si	-1.358	4.105	2.659	-0.032	0.007	0.014
Si	-4.034	6.809	2.752	-0.003	-0.011	0.043
Si	-1.308	-6.757	2.686	-0.001	-0.015	0.003
Si	-4.081	-4.117	2.719	0.007	-0.005	0.009
Si	-1.388	-1.394	2.707	-0.003	0.018	0.02
Si	-0.037	-0.034	4.112	-0.01	-0.006	-0.008
Si	2.774	2.768	4.103	0.002	0.017	-0.002
Si	0	5.428	4.05	0.014	0.01	0.01
Si	2.684	8.101	4.029	-0.017	0.009	-0.015
Si	0.026	-5.419	4.061	-0.009	0	0.008
Si	2.688	-2.752	4.053	-0.015	-0.014	-0.001
Si	5.432	0.006	4.11	0.013	0.013	-0.009
Si	8.101	2.706	4.114	0.015	-0.001	-0.004
Si	5.432	5.429	4.025	-0.006	-0.016	-0.008
Si	8.149	8.143	4.055	-0.006	-0.01	-0.005
Si	5.409	10.851	4.115	0.006	-0.002	-0.018
Si	8.198	-2.672	4.172	-0.004	-0.007	0.001
Si	-5.408	0.034	4.129	-0.006	-0.007	-0.005
Si	-2.7	2.737	4.051	0.009	0.005	0.004
Si	-5.432	5.47	4.115	0.011	-0.008	-0.015
Si	-2.681	8.199	4.067	-0.006	0.001	-0.011
Si	-5.432	-5.458	4.097	0.008	0.023	0.001
Si	-2.731	-2.742	4.085	0.005	0.005	-0.024
Si	1.341	-1.344	16.309	0.001	0.004	-0.007
Si	4.068	1.371	16.328	0.007	-0.014	-0.009
Si	1.376	4.081	16.348	-0.006	0.004	-0.001
Si	4.091	6.79	16.342	0	0.014	0.001
Si	1.381	-6.802	16.293	0.003	0.002	-0.009
Si	4.078	-4.068	16.292	-0.004	0.002	-0.008
Si	6.78	-1.351	16.299	0.011	0.002	-0.014
Si	-6.815	1.359	16.326	0	-0.008	-0.011
Si	6.789	4.079	16.341	0.004	-0.004	-0.01
Si	-6.813	6.798	16.315	-0.01	0.003	-0.009
Si	6.823	9.516	16.309	-0.003	-0.004	-0.009
Si	-6.803	-4.107	16.309	-0.003	0.005	-0.009
Si	-4.068	-1.352	16.322	-0.001	-0.004	-0.004
Si	-1.366	1.332	16.322	0.003	0.001	-0.007
Si	-4.094	4.076	16.319	-0.002	0.005	-0.003
Si	-1.348	6.798	16.316	-0.01	-0.004	-0.009
Si	-4.078	9.538	16.314	0.007	-0.002	-0.007
Si	-1.361	-4.054	16.31	0.002	-0.003	-0.009
Si	2.712	-0.005	17.668	-0.017	0.018	0.007
Si	5.403	2.74	17.709	0.001	-0.005	-0.009
Si	2.747	5.431	17.733	0.011	-0.013	0.002
Si	5.461	8.176	17.668	0.01	0.01	0.016
Si	2.701	-5.404	17.643	0.002	-0.011	0.014
Si	5.46	-2.742	17.654	-0.004	0.008	0.009
Si	8.086	0.041	17.668	0.007	0.015	0.005
Si	-5.439	2.701	17.687	-0.013	0.002	-0.006
Si	8.176	5.418	17.69	0.004	0.001	0.017
Si	-5.482	8.204	17.65	-0.003	0.005	0.001
Si	8.175	10.853	17.7	0.008	-0.005	0.006
Si	-5.424	-2.751	17.632	-0.003	-0.016	0.006
Si	-2.726	0.001	17.723	-0.005	0.003	0.005
Si	0.011	2.678	17.66	-0.004	-0.008	0.014
Si	-2.725	5.44	17.658	0.021	-0.003	0.019
Si	0.048	-8.174	17.654	-0.001	0.013	-0.004
Si	-2.698	-5.425	17.667	-0.013	0	0.024
Si	-0.034	-2.671	17.682	0.001	-0.003	0.004
Si	1.372	1.345	19.059	-0.005	0.006	-0.034
Si	4.084	4.075	19.147	-0.003	-0.001	0.007
Si	1.381	6.803	19.064	-0.008	0.012	-0.005
Si	4.092	-6.735	18.977	0.009	0	-0.037
Si	1.332	-4.036	19.001	0.001	0.006	-0.032
Si	4.087	-1.388	18.979	0.014	0.006	-0.019
Si	6.728	1.397	19.094	0	-0.006	-0.015
Si	-6.808	4.017	19.06	-0.023	-0.003	-0.007
Si	6.835	6.813	19.022	-0.009	0.011	-0.026
Si	-6.776	9.541	19.113	0.014	-0.001	-0.005
Si	6.787	-4.125	19.033	-0.009	-0.003	-0.007
Si	9.464	-1.393	18.889	0.004	-0.006	-0.051
Si	-4.082	1.374	19.084	0.004	0.006	-0.019
Si	-1.373	4.025	18.983	-0.018	-0.005	-0.031
Si	-4.114	6.845	18.946	-0.002	-0.015	-0.012
Si	-1.273	-6.775	18.979	0.007	0.011	-0.02
Si	-4.064	-4.081	19.042	0.002	0.009	-0.034
Si	-1.383	-1.35	19.114	0.003	-0.015	0.008
Si	0.013	-0.002	20.453	0.022	0.025	0.043
Si	2.7	2.69	20.499	-0.027	-0.011	0.062
Si	0.014	5.352	20.325	-0.001	-0.017	0.035
Si	2.748	8.247	20.341	0.013	0.01	0.041
Si	0.012	-5.375	20.401	-0.021	0.004	0.035
Si	2.744	-2.729	20.338	-0.012	-0.016	0.062
Si	5.35	-0.028	20.399	0.013	-0.002	0.032
Si	8.094	2.74	20.501	0.017	0.016	0.038
Si	5.479	5.494	20.432	-0.001	0.021	0.061
Si	8.181	8.15	20.439	-0.001	-0.001	0.037
Si	5.41	-5.417	20.44	-0.011	-0.02	0.057
Si	8.176	-2.754	20.3	0.019	0.005	0.057
Si	-5.537	-0.052	20.252	0.005	-0.012	0.076
Si	-2.698	2.724	20.466	0.011	0.01	0.057
Si	-5.407	5.432	20.307	0.005	0.008	0.029
Si	-2.691	-8.128	20.233	0.001	-0.005	0.025
Si	-5.38	-5.422	20.476	-0.003	-0.012	0.05
Si	-2.747	-2.726	20.47	-0.014	-0.008	0.048
Si	1.591	-1.232	21.694	-0.216	-0.07	-0.763
Si	3.763	1.025	21.794	0.163	0.176	-0.755
Si	1.1	3.846	21.791	0.149	0.122	-0.762
Si	4.313	7.12	21.655	-0.088	-0.106	-0.781
Si	1.653	-6.468	21.663	-0.125	-0.14	-0.794
Si	3.843	-4.226	21.782	0.251	0.103	-0.764
Si	6.922	-1.275	21.589	-0.212	-0.202	-0.767
Si	-7.167	0.946	21.587	0.15	0.317	-0.78
Si	7.063	4.451	21.828	-0.16	-0.298	-0.735
Si	-6.911	6.553	21.676	0.068	0.255	-0.723
Si	6.547	-7.036	21.702	0.162	0.101	-0.761
Si	9.744	-3.792	21.705	-0.045	-0.222	-0.746
Si	-4.424	-1.551	21.637	0.153	0.021	-0.782
Si	-1.087	1.594	21.784	-0.157	-0.098	-0.749
Si	-3.815	4.411	21.687	-0.1	-0.242	-0.747
Si	-1.583	6.571	21.469	0.075	0.041	-0.734
Si	-3.694	-6.588	21.674	-0.236	-0.004	-0.732
Si	-1.559	-4.284	21.801	0.153	0.196	-0.744
Si	-2.185	5.922	-5.467	-0.003	0.062	0.032
Si	0.151	-2.826	24.05	-0.085	-0.036	-0.055
Si	-5.526	-7.93	23.69	-0.025	-0.117	-0.064
Si	-4.894	-5.115	-4.928	-0.128	0.018	-0.131
Si	-7.889	-7.744	-1.976	0.111	-0.029	0.198
Si	-2.998	2.454	-1.922	-0.075	-0.101	0.145
Si	-5.404	7.511	26.684	-0.01	0.015	0.067
Si	5.562	-2.829	24.013	-0.118	0.106	-0.175
Si	-4.283	6.802	-7.207	-0.057	-0.102	0.011
Si	0.187	8.001	23.686	0.13	-0.058	-0.097
Si	4.309	-3.847	-6.526	-0.022	0.016	0.052
Si	4.027	5.809	-3	0.066	0.128	0.116
Si	2.47	-2.878	-1.808	0.057	0.008	0.073
Si	5.433	-0.16	-2.17	-0.059	-0.055	0.066
Si	2.407	5.843	23.864	-0.096	0.013	-0.161
Si	7.751	-6.95	-7.55	0.011	-0.095	0.014
Si	-2.631	3.027	-4.746	-0.141	-0.009	-0.024
Si	-0.493	6.777	-3.055	-0.075	0.025	0.217
Si	8.109	6.917	-4.266	0.042	0.001	-0.049
Si	-4.633	3.074	24.425	0.072	0.014	-0.138
Si	3.34	-8.003	-4.674	-0.026	0.054	0.067
Si	-3.085	0.357	23.824	0.131	0.044	-0.193
Si	6.813	4.54	-3.149	-0.088	-0.036	0.189
Si	-6.616	-2.735	-6.285	0.106	-0.067	0.018
Si	-0.313	-6.04	-7.712	-0.003	0.033	-0.097
Si	1.572	2.732	-5.561	0.054	0.014	-0.028
Si	1.056	-6.824	-3.02	0.112	-0.041	0.091
Si	7.157	-4.631	25.939	0.007	-0.009	0.118
Si	-6.797	0.043	-4.821	-0.027	0.064	0.054
Si	-4.911	2.04	-6.348	0.003	-0.038	0.061
Si	-0.487	-7.294	26.358	-0.006	0.07	0.118
Si	-0.386	-2.123	-5.077	0.179	-0.145	0.014
Si	6.773	1.635	-4.301	0.053	-0.026	-0.037
Si	0.002	-4.15	-2.668	-0.128	0.029	0.014
Si	4.649	5.108	-7.653	-0.006	-0.028	0.076
Si	4.543	2.322	-6.383	0.003	0.007	0
Si	-7.144	1.682	24.5	-0.064	-0.06	-0.108
Si	-2.399	-4.069	-6.361	-0.013	-0.049	0.022
Si	-0.721	0.754	-5.836	-0.037	0.048	-0.127
Si	5.776	7.603	-6.095	-0.014	-0.032	0.024
Si	4.155	1.753	24.815	0.047	-0.062	-0.278
Si	-1.474	-0.86	25.993	0.111	-0.034	0.026
Si	-6.271	-7.811	-5.803	0.037	0.042	0.026
Si	2.144	2.619	26.701	-0.07	-0.032	-0.05
Si	2.332	-1.669	-6.608	0.007	0.02	0.07
Si	5.347	-0.692	26.297	0.145	-0.055	-0.036
Si	-5.671	-5.609	-2.045	-0.062	-0.056	0.137
Si	0.987	-4.476	26.447	-0.005	0.046	-0.033
Si	-5.194	0.284	-2.083	-0.004	-0.015	0.12
Si	3.901	-2.027	-4.25	0.117	0.077	0.006
Si	2.738	-6.466	-7.162	-0.012	0.008	-0.006
Si	1.399	4.333	-2.945	-0.005	-0.034	0.114
Si	-7.803	-5.757	23.711	-0.021	0.046	-0.036
Si	6.627	3.445	24.742	0.11	0.07	-0.128
Si	1.351	-1.386	5.441	0.004	0.002	0.006
Si	4.088	1.375	5.464	-0.01	0.002	0.013
Si	1.37	4.1	5.436	0.006	-0.004	0.011
Si	4.07	6.782	5.403	0.004	0.001	0.003
Si	1.361	9.499	5.405	0.009	0	0.006
Si	4.042	12.221	5.442	0.01	0.003	0.005
Si	6.8	-1.33	5.484	0.01	0.001	0.016
Si	9.51	1.375	5.459	-0.008	0.012	0.007
Si	6.762	4.086	5.446	-0.008	-0.004	0.014
Si	-6.804	6.821	5.452	0.009	0.002	0.005
Si	6.798	9.498	5.439	0.002	0.007	0.006
Si	-6.774	12.235	5.47	-0.006	0.006	0.01
Si	-4.068	-1.365	5.458	0.007	0.003	0.008
Si	-1.37	1.367	5.443	-0.004	-0.01	0.006
Si	-4.073	4.077	5.432	-0.007	0.003	0.005
Si	-1.34	6.81	5.415	-0.009	0.004	0.009
Si	-4.061	-6.801	5.448	0.001	-0.014	0.009
Si	-1.352	-4.086	5.436	0	-0.01	0.013
Si	2.711	-0.005	6.791	0.002	0.004	0.004
Si	5.433	2.729	6.831	-0.001	0.004	0.002
Si	2.719	5.452	6.801	-0.009	0.002	-0.001
Si	5.43	8.138	6.784	-0.001	-0.005	-0.002
Si	2.705	10.853	6.799	-0.004	-0.008	-0.003
Si	5.421	-2.725	6.792	-0.002	0.003	-0.002
Si	8.164	0.017	6.835	-0.009	0.005	0.001
Si	-5.439	2.732	6.805	0.002	-0.009	0.001
Si	-8.168	5.441	6.792	-0.002	-0.005	-0.001
Si	-5.435	8.17	6.807	-0.003	0.008	0.004
Si	-8.161	10.87	6.798	0.006	-0.002	0.002
Si	10.895	-2.72	6.825	0.001	-0.004	0.004
Si	-2.722	0.008	6.812	-0.001	0	0.003
Si	0.011	2.722	6.789	0.009	-0.002	-0.002
Si	-2.708	5.447	6.779	0.004	0.004	-0.002
Si	0.004	8.162	6.79	-0.001	0.003	-0.003
Si	-2.708	-5.44	6.806	-0.004	0.008	0.007
Si	-0.001	-2.733	6.811	-0.004	-0.003	-0.001
Si	1.358	1.358	8.156	-0.003	-0.002	0.003
Si	4.066	4.088	8.171	-0.003	-0.01	0
Si	1.361	6.81	8.159	0.013	0.013	-0.002
Si	4.081	9.505	8.153	-0.004	0.007	0.001
Si	1.355	-4.099	8.164	-0.008	-0.004	-0.002
Si	4.074	-1.361	8.158	0	-0.003	-0.007
Si	6.802	1.374	8.184	0.013	0.01	0
Si	-6.802	4.088	8.16	0.003	-0.002	-0.001
Si	6.794	6.795	8.157	-0.002	-0.001	-0.006
Si	-6.797	9.524	8.166	0.007	0.002	0.001
Si	6.792	-4.084	8.149	-0.001	-0.003	-0.004
Si	9.522	-1.361	8.175	-0.007	0.001	-0.007
Si	-4.088	1.364	8.167	-0.008	-0.009	-0.004
Si	-1.354	4.086	8.147	-0.002	0.005	-0.01
Si	-4.073	6.796	8.153	-0.009	-0.002	-0.002
Si	-1.354	-6.807	8.16	-0.002	-0.007	-0.004
Si	-4.066	-4.082	8.173	0.005	0.008	-0.004
Si	-1.358	-1.358	8.162	0.007	0.008	-0.002
Si	-0.002	0.003	9.52	0.001	-0.006	-0.004
Si	2.712	2.719	9.522	-0.001	0.004	-0.001
Si	0.002	5.444	9.515	0.005	0.004	-0.003
Si	2.72	8.16	9.524	-0.003	-0.005	0.004
Si	-0.001	-5.45	9.528	-0.005	0.002	0.004
Si	2.717	-2.727	9.515	0.002	0.001	-0.002
Si	5.435	0	9.522	0.004	0.003	-0.005
Si	-8.154	2.73	9.533	-0.005	-0.002	0.001
Si	5.437	5.441	9.524	-0.003	-0.004	-0.004
Si	-8.161	8.158	9.514	0.007	0.004	-0.004
Si	5.438	-5.446	9.512	0.002	-0.004	-0.003
Si	8.151	-2.724	9.518	0.001	0.001	-0.002
Si	-5.443	0.005	9.53	0.003	0.002	0.001
Si	-2.719	2.729	9.514	0	-0.004	-0.005
Si	-5.435	5.442	9.518	-0.005	0.002	-0.003
Si	-2.716	8.155	9.519	0	0.006	-0.001
Si	-5.437	-5.438	9.525	-0.007	0.003	-0.002
Si	-2.714	-2.716	9.527	-0.002	0.001	-0.003
Si	1.359	-1.361	10.872	-0.006	0.003	0.001
Si	4.077	1.364	10.88	-0.006	0	0
Si	1.355	4.082	10.88	-0.004	-0.004	0.001
Si	4.078	6.799	10.881	0.003	0.008	-0.002
Si	1.363	9.516	10.889	0.005	0.003	-0.001
Si	4.08	-4.084	10.877	0.004	-0.002	0
Si	6.796	-1.36	10.881	0	-0.001	0
Si	-6.8	1.363	10.892	-0.004	-0.002	0
Si	-9.522	4.084	10.885	0.008	0.003	0.001
Si	-6.799	6.799	10.874	0.002	-0.002	0.002
Si	-9.518	9.52	10.874	-0.002	-0.001	0.001
Si	9.517	-4.079	10.878	0.006	-0.003	0
Si	-4.08	-1.356	10.88	-0.003	0	-0.002
Si	-1.364	1.366	10.876	0	0	0.001
Si	-4.078	4.082	10.884	-0.003	0	-0.002
Si	-1.356	6.798	10.885	-0.004	-0.003	-0.001
Si	-4.076	9.517	10.878	-0.006	0.001	0
Si	-1.359	-4.084	10.881	0.009	0.002	-0.001
Si	2.71	0.007	12.233	0.005	-0.006	-0.002
Si	5.439	2.721	12.242	0.006	-0.001	0.002
Si	2.721	5.437	12.24	0.001	0.001	-0.003
Si	5.442	8.159	12.232	-0.003	-0.005	-0.001
Si	2.726	10.877	12.245	-0.009	0	0.007
Si	5.435	-2.719	12.239	0.001	0.001	0.003
Si	8.156	-0.001	12.246	0.004	0.005	0.004
Si	-5.44	2.724	12.248	0.001	-0.003	0.005
Si	-8.16	5.442	12.238	-0.006	0	-0.002
Si	-5.435	8.154	12.233	-0.004	0.002	-0.004
Si	-8.16	10.879	12.238	0.004	0.001	0.004
Si	10.877	-2.716	12.234	-0.004	0.005	-0.001
Si	-2.725	0.008	12.237	-0.002	-0.003	0.001
Si	-0.006	2.725	12.24	0.002	0.003	0.001
Si	-2.714	5.437	12.249	0	0.006	0.001
Si	0.002	8.157	12.249	0.002	0.002	0.001
Si	-2.721	-5.44	12.241	-0.002	0.002	0.001
Si	0.003	-2.722	12.231	-0.005	-0.006	0.002
Si	1.356	1.369	13.598	-0.011	0.004	0.002
Si	4.081	4.081	13.604	-0.005	0.001	0.006
Si	1.366	6.794	13.605	0.002	-0.004	0.002
Si	4.093	9.515	13.599	0.013	-0.009	-0.001
Si	1.36	-4.079	13.596	0.008	0.002	0.005
Si	4.066	-1.351	13.588	-0.012	0.014	0.001
Si	6.797	1.363	13.605	0.005	-0.011	0.006
Si	-6.806	4.085	13.604	-0.011	0.009	0.007
Si	6.793	6.795	13.593	0.007	0.012	-0.002
Si	-6.797	9.51	13.588	0.006	-0.006	0.002
Si	6.802	-4.075	13.597	-0.005	0	0.007
Si	9.522	-1.362	13.602	0.008	-0.01	-0.003
Si	-4.085	1.36	13.608	0	0	0.007
Si	-1.358	4.074	13.616	0	-0.004	0.005
Si	-4.076	6.801	13.602	0.001	-0.003	0.003
Si	-1.361	9.523	13.604	-0.009	0.006	0.004
Si	-4.083	-4.072	13.593	-0.01	0.001	0
Si	-1.36	-1.358	13.579	0.006	-0.002	-0.004
Si	-0.01	0	14.939	-0.009	-0.011	-0.003
Si	2.717	2.728	14.963	0.003	-0.004	0.002
Si	0.015	5.432	14.971	0.002	0.009	-0.002
Si	2.741	8.147	14.958	-0.002	0.003	-0.003
Si	0	-5.433	14.96	0	-0.005	-0.002
Si	2.709	-2.706	14.951	0	0.004	0.001
Si	5.418	0.008	14.952	-0.003	0.001	0
Si	8.153	2.727	14.969	0.003	-0.002	0
Si	5.442	5.438	14.967	0.002	0	-0.001
Si	8.157	8.15	14.942	0.001	-0.005	-0.002
Si	5.45	10.88	14.957	0.004	-0.001	0.002
Si	8.163	-2.719	14.963	0.004	0.005	0
Si	-5.447	-0.001	14.969	-0.005	0	-0.002
Si	-2.724	2.711	14.973	0	0	-0.001
Si	-5.442	5.445	14.959	0	0.004	-0.002
Si	-2.718	8.162	14.966	-0.001	-0.001	-0.007
Si	-5.44	-5.445	14.939	-0.004	-0.003	0.005
Si	-2.718	-2.705	14.944	-0.001	0.005	-0.001
O	2.657	-0.105	22.215	0.056	0.095	0.115
O	-3.391	-3.583	-7.521	-0.005	-0.35	-0.3
O	-1.715	0.86	23.104	0.406	-0.082	0.332
O	-7.041	0.443	25.539	0.388	-0.51	-0.231
O	7.173	-6.34	23.031	-0.129	-0.054	0.238
O	-2.753	-8.107	-0.452	-0.302	0.228	-0.534
O	1.204	3.812	-6.717	-0.551	0.237	0.104
O	7.991	-0.122	21.988	-0.005	-0.168	0.485
O	-8.033	5.477	22.178	0.051	-0.211	0.41
O	-2.695	5.538	22.085	0.021	0.203	0.544
O	-8.052	-3.2	-6.844	-0.279	0.139	0.41
O	-4.17	-7.435	22.978	0.393	-0.319	0.409
O	-3.851	-0.683	22.874	-0.139	0.026	0.314
O	2.746	8.105	-0.39	0.183	0.102	-0.054
O	-8.148	-2.724	-0.37	0.05	-0.1	-0.397
O	4.615	-3.257	-5.033	0.545	-0.377	-0.014
O	0.868	3.922	-1.469	-0.843	0.085	-0.178
O	4.374	6.466	-1.551	0.212	0.258	-0.334
O	2.993	4.583	-2.816	0.184	-0.436	-0.07
O	-2.845	-2.702	-0.465	-0.161	-0.062	-0.28
O	-3.863	3.482	-1.058	0.022	0.077	-0.256
O	0.635	5.679	-3.361	0.161	0.049	-0.441
O	5.216	2.877	25.261	-0.146	0.269	0.387
O	1.059	-6.628	-1.414	-0.377	0.355	0.029
O	5.431	-8.131	22.207	0.004	-0.109	0.317
O	-4.487	3.953	23.088	-0.324	0.044	0.383
O	4.344	1.549	23.224	0.213	0.243	0.119
O	2.721	-2.668	-3.37	-0.428	-0.353	-0.471
O	-0.74	-7.695	24.83	-0.682	-0.04	0.001
O	-2.091	4.321	-5.513	0.345	-0.102	-0.463
O	5.687	1.591	-5.505	-0.194	-0.156	-0.368
O	-5.496	-2.659	22.208	0.007	0.191	0.255
O	7.589	8.036	-3.229	-0.528	0.31	-0.061
O	-6.376	-4.473	-1.155	0.026	0.256	-0.332
O	8.078	0.76	-4.679	0.139	-0.013	-0.324
O	6.852	-0.102	26.374	0.012	0.162	-0.123
O	2.031	-1.487	-1.131	0.434	0.395	-0.081
O	-5.47	5.46	-0.413	-0.011	0.04	-0.379
O	6.465	-4.001	24.63	0.103	-0.082	-0.016
O	4.351	-3.501	23.163	-0.291	0.081	0.491
O	1.115	3.234	-4.092	-0.41	-0.347	0.121
O	-0.949	-3.661	23.187	-0.043	-0.352	0.474
O	-5.13	5.947	26.563	0.057	-0.122	-0.187
O	-2.621	-5.467	22.215	0.132	0.082	0.245
O	-1.28	6.403	-6.718	0.77	-0.337	-0.074
O	7.083	4.461	25.917	0.24	0.186	0.052
O	7.097	3.176	-3.957	0.344	0.365	-0.265
O	5.454	-5.385	-0.359	0.161	-0.023	-0.59
O	-0.962	6.643	-1.508	0.007	-0.244	0.12
O	-5.264	-6.659	-5.281	0.176	-0.283	0.211
O	-5.228	-8.139	25.238	0.035	0.233	-0.017
O	6.4	-1.911	22.988	-0.089	-0.128	0.479
O	-6.722	7.375	-4.721	0.357	-0.273	0.413
O	-5.618	7.675	-7.028	-0.338	0.1	-0.335
O	1.254	6.914	24.218	-0.088	-0.114	0.298
O	3.545	6.489	22.931	0.258	0.222	0.124
O	3.148	5.419	25.216	0.421	-0.106	-0.062
O	3.141	-2.942	-7.194	-0.348	-0.357	-0.382
O	-1.719	-2.771	-5.699	-0.197	0.203	-0.055
O	-4.666	-1.059	-1.349	-0.249	-0.4	-0.616
O	-6.571	1.259	23.055	0.408	-0.187	0.117
O	3.176	2.502	-5.529	0.189	0.09	0.509
O	-7.186	7.33	-1.218	-0.259	-0.081	-0.039
O	-6.219	1.025	-1.102	0.085	0.174	-0.214
O	-6.619	-6.791	23.441	-0.048	-0.016	0.129
O	-3.923	1.222	-2.396	0.321	0.036	-0.378
O	1.741	4.571	23.106	0.375	0.008	0.279
O	0.142	-8.097	-3.379	-0.075	0.024	-0.532
O	0.318	-5.474	-3.557	0.02	0.039	-0.834
O	-0.152	-2.881	-3.662	0.116	0.198	0.053
O	-0.832	-7.477	-7.219	0.026	-0.107	0.589
O	0.021	0.048	-0.399	0.152	0.062	-0.248
O	-1.284	0.445	-7.337	0.467	-0.24	-0.422
O	3.196	-1.074	-5.357	0.14	0.75	0.162
O	-7.353	-4.359	23.023	-0.141	0.154	0.245
O	5.415	5.242	-3.615	-0.045	-0.161	-0.117
O	-5.637	-2.162	-7.441	-0.043	0.22	-0.326
O	-2.468	3.295	-3.176	0.338	0.413	0.063
O	-3.339	-4.877	-5.32	0.355	-0.143	0.159
O	1	-7.116	22.996	0.239	0.323	0.511
O	6.347	-7.662	-7.173	-0.351	0.027	-0.336
O	-1.242	-4.34	-1.638	-0.317	-0.286	-0.389
O	4.809	6.457	-6.747	-0.341	0.232	0.387
O	3.752	-5.367	-6.523	0.034	-0.249	0.145
O	2.561	-7.004	-3.634	0.352	0.281	0.125
O	-5.969	0.929	-5.884	-0.389	0.047	-0.467
O	-6.102	7.043	23.006	-0.186	-0.249	0.382
O	5.14	-1.946	25.291	-0.249	-0.156	0.25
O	-7.598	-7.027	-6.27	-0.039	0.466	0.381
O	7.362	-7.011	-1.056	-0.14	0.022	-0.244
O	-0.538	-1.727	25.004	0.054	0.102	0.133
O	6.477	-0.971	-1.256	0.147	-0.251	-0.561
O	6.038	-5.46	26.769	-0.233	0.077	0.13
O	4.937	-7.86	-4.984	0.247	0.339	0.321
O	-4.494	-6.329	-1.222	0.288	-0.166	-0.139
O	-6.189	2.928	24.826	-0.267	0.455	0.477
O	1.249	-3.904	-1.659	0.162	-0.496	0.47
O	-1.728	1.775	-5.138	-0.091	-0.206	-0.001
O	2.636	-7.725	-6.122	-0.451	-0.395	-0.193
O	-0.836	7.302	22.688	0.021	-0.042	0.111
O	-3.964	1.644	24.168	-0.076	-0.045	0.124
O	7.659	2.222	24.514	-0.283	-0.362	-0.26
O	6.671	4.332	-1.544	-0.346	0.058	-0.158
O	-4.19	2.739	-5.081	-0.158	-0.015	0.586
O	3.8	-3.487	-1.141	0.138	0.257	-0.187
O	-5.987	-0.034	-3.432	-0.026	-0.422	0.166
O	-8.078	2.658	-0.386	-0.125	0.067	-0.202
O	7.072	6.852	-5.493	0.131	-0.296	-0.474
O	1.04	-3.84	24.954	0.722	-0.166	-0.381
O	-6.766	-6.709	-2.478	-0.275	-0.105	-0.583
O	0.773	1.369	-5.905	0.341	-0.229	-0.057
O	2.737	-5.361	22.205	0.185	0.107	0.118
O	5.676	-3.68	-7.344	-0.187	0.31	-0.335
O	-8.024	-5.596	25.304	0.198	-0.464	0.421
O	1.255	-5.848	-7.376	0.109	0.486	0.214
O	-0.006	2.731	22.289	-0.131	-0.139	0.318
O	-5.034	-4.919	-3.337	0.194	0.425	0.115
O	-4.021	3.784	25.73	0.54	-0.093	0.034
O	-6.927	-1.494	-5.295	-0.194	-0.187	0.093
O	-2.794	-0.43	25.191	-0.662	-0.204	0.58
O	-0.747	0.504	26.463	0.144	0.02	-0.182
O	-1.72	1.886	-1.136	0.085	0.142	-0.131
O	-3.709	6.41	-5.736	-0.28	0.223	0.693
O	4.85	-1.179	-3.278	0.066	-0.058	-0.195
O	4.392	0.434	25.688	-0.251	-0.368	0.049
O	6.415	4.12	23.286	-0.508	-0.201	0.139
O	4.32	0.523	-1.221	-0.319	-0.005	0.097
O	8.076	5.486	-3.518	0.353	-0.174	0.394
O	0.417	-5.972	26.413	-0.077	0.117	0.057
O	6.17	1.028	-2.942	0.162	0.461	0.229
O	0.88	-2.184	-6.105	0.001	-0.427	-0.104
O	2.754	2.508	-0.439	0.148	0.131	-0.753
O	-0.686	-0.552	-4.882	-0.409	-0.05	0.534
O	-5.876	-4.016	-5.613	0.14	0.132	-0.047
O	-3.754	1.357	-7.219	0.036	0.201	0.139
O	0.542	2.803	26.572	-0.294	0.534	-0.161
O	2.68	2.26	25.218	-0.336	0.228	-0.341
O	5.113	3.773	-6.856	0.457	0.046	0.167
O	-1.186	-4.941	-6.938	0.135	0.217	0.307
O	1.094	-2.038	23.011	0.441	0.09	0.212
O	3.272	6.837	-4.006	-0.219	-0.233	-0.291
O	4.161	1.425	-7.674	0.181	0.236	0.055
O	-1.735	6.53	-4.048	-0.228	0.336	0.133
O	-5.625	3.173	-7.253	-0.425	0.147	0.071

Results
total energy: -101659.129 eV
total energy less fixed offsets of O -438.25, Si -107.07 eV per atom: -5.929 eV
